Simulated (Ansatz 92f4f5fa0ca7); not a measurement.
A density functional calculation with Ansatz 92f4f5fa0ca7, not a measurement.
Periodic cell of 189 atoms, Si117O72, from a study of silicon, its oxide and their interface. The atomic structure is a simulated model.

Settings
functional: r2SCAN
potential files: Ansatz norm-conserving
basis: plane waves
wave-function cutoff: 1300 eV
density cutoff ratio: 4
exchange-correlation grid ratio: 1
k mesh: 2 x 2 x 1, shifted by 0.5 0.5 0.5 of a step
self-consistency stop: 5e-08 eV per atom in the density residual
occupations: Fermi-Dirac, 0.05 eV
spin: none
net charge: 0

Cell vectors (angstrom)
a, 11.5403, 0, 0
b, 0, 11.5403, 0
c, -2.7251, 0.498, 26.5513

Atoms: element, x, y, z (angstrom)
Si, 2.3676, -2.487, 0.1573
Si, 2.4656, 0.7305, 0.4179
Si, 2.5835, 3.9253, 0.2242
Si, 6.4627, 9.4094, 0.1009
Si, 6.3449, 0.8962, 0.6813
Si, 6.4391, 3.9364, 0.3644
Si, 9.9892, -2.1478, 0.162
Si, 10.1007, 0.8925, 0.6623
Si, 9.9865, 3.9395, 0.3049
Si, 4.4238, 8.6371, 1.3452
Si, 4.3356, 0.7745, 1.8262
Si, 4.4403, 4.4371, 1.5903
Si, 8.2075, 8.7441, 1.6066
Si, 8.2339, 0.838, 2.0087
Si, 8.2506, 4.4432, 1.7912
Si, 11.983, 8.6993, 1.4658
Si, 12.1207, 0.8232, 1.8039
Si, 12.0731, 4.5141, 1.4183
Si, 4.3824, -1.1952, 3.0229
Si, 4.3982, 2.6912, 3.1266
Si, 4.4224, 6.575, 2.7341
Si, 8.2288, -1.1165, 3.2036
Si, 8.2538, 2.7205, 3.3
Si, 8.2401, 6.6015, 2.8638
Si, 12.0618, -1.1188, 3.0646
Si, 12.1019, 2.7744, 3.0447
Si, 12.0446, 6.588, 2.7214
Si, 2.4638, -1.1418, 4.3905
Si, 2.4585, 2.7305, 4.4119
Si, 2.4612, 6.5685, 4.1407
Si, 6.2599, -1.1263, 4.4555
Si, 6.2815, 2.6924, 4.505
Si, 6.296, 6.5663, 4.2403
Si, 10.1914, -1.1105, 4.477
Si, 10.2436, 2.7102, 4.4877
Si, 10.1914, 6.5824, 4.2454
Si, 2.4631, 8.4292, 5.6501
Si, 2.4742, 0.8075, 5.7501
Si, 2.4736, 4.6856, 5.6685
Si, 6.2941, 8.4479, 5.7049
Si, 6.2873, 0.7868, 5.8181
Si, 6.2992, 4.665, 5.7212
Si, 10.2093, 8.4636, 5.7303
Si, 10.2188, 0.7954, 5.8295
Si, 10.2163, 4.6829, 5.7202
Si, 4.356, 8.4727, 7.0427
Si, 4.3625, 0.8367, 7.1466
Si, 4.3645, 4.6013, 7.0748
Si, 8.2476, 8.4917, 7.0454
Si, 8.2495, 0.7963, 7.1159
Si, 8.2641, 4.6241, 7.0472
Si, 12.1426, 8.4804, 7.0942
Si, 12.1462, 0.7974, 7.1724
Si, 12.1358, 4.6192, 7.097
Si, 4.3425, -1.1162, 8.4147
Si, 4.3675, 2.7211, 8.5782
Si, 4.3784, 6.5351, 8.3457
Si, 8.1964, -1.1257, 8.4415
Si, 8.3323, 2.7109, 8.4802
Si, 8.2486, 6.5521, 8.3362
Si, 12.2414, -1.1268, 8.5089
Si, 12.0937, 2.704, 8.5765
Si, 12.1371, 6.54, 8.4098
Si, 2.6223, -1.0424, 10.0046
Si, 2.4163, 2.5934, 10.0334
Si, 2.5265, 6.5415, 9.7528
Si, 6.2068, -1.1252, 9.8076
Si, 6.4203, 2.7196, 9.8326
Si, 6.311, 6.5635, 9.6379
Si, 10.211, -1.0453, 9.6666
Si, 10.1813, 2.6693, 10.0143
Si, 10.1634, 6.4436, 9.6683
Si, 2.6947, 8.4366, 11.1147
Si, 2.5054, 0.7545, 11.7465
Si, 2.4174, 4.6458, 11.1539
Si, 6.2598, 8.4002, 11.03
Si, 6.2916, 0.7978, 11.2145
Si, 6.3751, 4.7428, 11.0539
Si, 10.257, 8.4787, 10.7114
Si, 10.2187, 0.6077, 11.3521
Si, 10.0804, 4.7024, 11.2936
Si, 4.515, 7.8534, 12.6039
Si, 4.6425, 1.5989, 12.8675
Si, 4.4341, 4.736, 12.3062
Si, 8.3556, 8.4823, 11.9563
Si, 8.1954, 0.0203, 12.424
Si, 8.1191, 5.4264, 12.5252
Si, 0.6043, 8.4036, 12.0061
Si, 0.3839, -0.1463, 12.9328
Si, 0.5043, 5.2617, 12.4168
Si, 5.1343, 6.9024, 17.159
Si, 9.6117, 5.7385, 17.2028
Si, 11.4634, 7.0958, 21.9397
Si, 7.1762, 6.224, 15.2542
Si, 5.8644, 8.8723, 15.1306
Si, 8.4035, 12.4551, 17.319
Si, 5.4025, -2.1742, 21.3254
Si, 10.5586, 2.772, 21.6555
Si, 1.1379, -0.31, 18.415
Si, 6.6533, 0.4273, 14.9405
Si, 5.4038, 5.7073, 24.7358
Si, 9.1963, 3.375, 19.0792
Si, 5.5463, 8.84, 24.3939
Si, 6.659, 11.4077, 19.7198
Si, 1.9744, 6.5887, 17.1755
Si, 11.225, 7.97, 16.3589
Si, -0.4764, 6.834, 24.8411
Si, 1.2548, 0.849, 20.8826
Si, 7.7345, 2.1468, 21.3185
Si, 5.1311, 6.4316, 20.2135
Si, 11.6509, 5.3982, 15.3078
Si, 6.455, 4.5422, 22.2537
Si, 10.9683, -0.4718, 15.9412
Si, 3.7335, 11.4854, 19.9248
Si, 9.4758, 5.3674, 22.8947
Si, 0.8741, 9.4164, 20.4786
Si, 2.0921, 6.7267, 20.1053
O, 2.4283, -0.8338, -0.3719
O, 6.8888, 9.1895, 25.2611
O, 2.5172, 2.2995, -0.3341
O, 5.6643, 9.5343, 22.9244
O, 5.1674, 11.9473, 19.2823
O, 4.0615, 5.3975, 25.6109
O, 6.4024, 2.3363, -0.189
O, 7.9127, 5.1372, 22.6471
O, 2.7557, 11.0541, 18.6674
O, 6.3903, -0.4847, -0.2619
O, 2.1293, 7.7601, -0.905
O, 6.6434, 2.9282, 22.2225
O, 12.1998, 0.9482, 19.3513
O, 2.9513, 5.1304, -0.8618
O, 0.3646, 7.1886, 23.5025
O, 5.2606, 1.0259, 14.3133
O, 10.4816, 3.2406, 20.0808
O, 4.6817, 8.7655, 13.994
O, 4.5349, 3.2635, 13.1464
O, 6.9939, 7.7592, 14.701
O, 8.3223, 9.9205, 12.8338
O, 10.7306, -2.0928, 15.9746
O, 7.15, 1.1814, 16.302
O, 8.3228, 6.1973, 16.3786
O, 11.8718, 4.5927, 13.9322
O, 1.5156, 5.435, 16.1333
O, 5.6412, 6.6633, 18.6817
O, 0.6527, 6.8919, 12.6945
O, 3.5554, 6.681, 17.1259
O, 5.4009, 8.4333, 16.6479
O, 0.5074, 9.7257, 13.015
O, 7.528, 5.145, 14.0787
O, 0.3774, -1.6488, 18.9924
O, 0.3987, 1.8871, 21.8182
O, 9.0908, 2.2929, 17.8667
O, 5.4519, 7.2377, 24.2645
O, 11.1233, 6.9459, 15.0827
O, 4.182, 9.2993, 25.1783
O, 1.2698, 8.013, 16.7804
O, 5.3025, 7.7797, 21.073
O, 10.3932, 7.1542, 17.5393
O, 6.5779, -1.6518, 20.3037
O, 11.2955, 8.5718, 21.2834
O, 7.7679, 11.5731, 18.5472
O, 7.8947, 0.6747, 13.9133
O, 9.6667, 6.1128, 24.3391
O, 6.7689, 5.3579, 25.5717
O, 8.5906, 7.0123, 12.7109
O, 5.8212, 5.8617, 16.1073
O, 2.8873, 1.0819, 20.7833
O, 10.5317, 4.7277, 16.291
O, 5.9795, 5.2137, 20.8538
O, 3.5537, 6.0662, 20.2671
O, 4.4568, 6.2337, 13.1112
O, 10.0366, 2.3267, -0.228
O, 5.3427, 4.8185, 23.384
O, 7.8822, 3.0955, 19.9945
O, 1.1301, -0.7422, 21.3316
O, 7.1211, 12.2468, 21.0167
O, 9.2124, 1.8867, 21.9645
O, 1.0688, 6.1856, 21.2309
O, 10.4243, 4.025, 22.7073
O, 11.3328, 0.1477, 14.4736
O, 10.0069, 6.4086, 21.7632
O, 2.1243, 8.3654, 20.2441
O, 9.5921, 11.6635, 16.5589
O, 4.0787, -1.3013, 20.929
O, 10.0452, -0.5099, -0.2549
O, 6.4177, -1.1601, 15.2267
O, 12.2521, -0.095, 16.8828
O, 1.5115, 6.2186, 18.6806
O, 9.1823, 4.8932, 18.5126

Results
free energy: -47206.269 eV
free energy less fixed offsets of O -463.61, Si -117.95 eV per atom: -26.199 eV
pressure: -2.01 GPa
stress xx, yy, zz, yz, xz, xy (GPa, positive in tension): 0.69, 4.07, 1.28, -0.21, 0.11, -0.33

Forces (eV/angstrom), in the order of the atoms: element, x, y, z
Si, -0.0162, 0.1951, -0.1046
Si, -0.0191, -0.0286, -0.3829
Si, -0.0174, -0.2851, 0.0166
Si, -0.0508, 0.2308, -0.4334
Si, -0.0988, 0.0647, -0.8927
Si, -0.02, -0.1793, -0.5531
Si, 0.0588, 0.1877, -0.4946
Si, 0.1543, 0.0793, -0.9528
Si, 0.1005, -0.2622, -0.5845
Si, 0.1285, 0.181, -0.2498
Si, 0.1331, 0.0826, -0.2802
Si, 0.1694, -0.1752, -0.2267
Si, 0.0203, 0.0413, -0.1001
Si, -0.0307, 0.0617, -0.1918
Si, -0.0937, 0.0092, -0.0295
Si, -0.192, 0.1717, -0.2544
Si, -0.1384, -0.0362, -0.293
Si, -0.0826, -0.2678, -0.3194
Si, 0.042, -0.1179, 0.1123
Si, 0.0161, 0.0956, 0.1471
Si, -0.0303, -0.005, -0.203
Si, 0.0079, -0.0962, 0.3249
Si, -0.0051, 0.0412, 0.3214
Si, 0.0071, 0.0787, -0.2145
Si, -0.0343, -0.0676, 0.1644
Si, 0.0316, 0.1141, 0.0484
Si, 0.063, 0.0178, -0.2001
Si, -0.0316, -0.109, -0.0194
Si, 0.0454, 0.1428, -0.0467
Si, -0.0078, 0.0649, 0.0527
Si, 0.0272, -0.1069, -0.1006
Si, -0.0175, 0.0173, -0.057
Si, -0.058, 0.0382, 0.0158
Si, 0.0187, -0.0761, -0.0945
Si, -0.0013, 0.0857, -0.0187
Si, 0.0504, -0.0084, 0.0125
Si, -0.0053, 0.0383, -0.0997
Si, -0.0472, 0.0809, -0.0331
Si, -0.0094, -0.1545, -0.0816
Si, 0.0408, 0.0655, 0.0083
Si, -0.0005, 0.0795, 0.1365
Si, -0.0087, -0.1438, 0.0266
Si, 0.0056, 0.1321, -0.042
Si, 0.0242, -0.1336, 0.1192
Si, -0.0428, -0.0078, -0.0168
Si, -0.0504, -0.0722, 0.0171
Si, 0.0986, -0.0215, 0.0501
Si, 0.0174, 0.1503, -0.0028
Si, -0.0636, -0.0715, -0.0874
Si, -0.0723, 0.0181, 0.0241
Si, 0.0364, 0.0226, -0.0928
Si, -0.0267, -0.0685, 0.0503
Si, 0.0418, -0.0404, 0.0574
Si, 0.0357, 0.118, 0.0717
Si, 0.1039, 0.0566, -0.0106
Si, 0.0091, -0.1515, 0.1095
Si, -0.0376, 0.0102, 0.0629
Si, 0.0742, 0.0824, 0.115
Si, -0.1477, -0.0275, 0.0678
Si, 0.0461, -0.0561, 0.087
Si, -0.0936, 0.243, -0.0169
Si, 0.0843, -0.1069, -0.0581
Si, 0.0317, -0.1207, 0.0703
Si, -0.0323, -0.0392, 0.1247
Si, 0.0409, 0.0481, 0.1167
Si, -0.0261, -0.1102, -0.1451
Si, -0.1339, 0.0754, -0.1395
Si, 0.063, 0.0046, -0.0879
Si, -0.0322, -0.0288, -0.4126
Si, 0.0552, 0.0221, -0.3102
Si, -0.0069, 0.0128, 0.1442
Si, -0.1315, -0.0816, -0.2781
Si, 0.2811, -0.1273, 0.1768
Si, 0.08, 0.1194, 0.0433
Si, -0.0418, 0.2624, 0.2
Si, -0.2597, -0.062, 0.2442
Si, -0.0303, 0.0899, 0.0292
Si, 0.0766, 0.0227, 0.1412
Si, -0.0467, 0.0373, 0.0621
Si, -0.0648, -0.0876, 0.0455
Si, -0.0974, -0.0031, -0.0025
Si, -0.0004, -0.1067, 0.6162
Si, 0.3546, 0.1357, 0.4594
Si, -0.1131, -0.0815, 0.491
Si, 0.1854, 0.1074, 0.9613
Si, 0.0141, -0.3538, 0.9358
Si, 0.01, 0.3215, 0.7473
Si, 0.0716, -0.2625, 0.8694
Si, -0.4056, -0.4872, 0.4388
Si, 0.1791, 0.2832, 0.5389
Si, -0.1743, -0.1, 0.2467
Si, -0.0487, -0.0007, 0.2546
Si, -0.175, -0.088, -0.2248
Si, 0.0599, -0.1738, 0.5174
Si, 0.0748, -0.2162, 0.4151
Si, -0.042, 0.147, 0.1928
Si, 0.1547, -0.1724, -0.1468
Si, -0.054, -0.0382, -0.1371
Si, -0.0652, -0.0806, -0.2376
Si, 0.072, 0.1318, 0.2172
Si, -0.0216, -0.2196, -0.1043
Si, -0.0985, 0.1959, -0.1677
Si, 0.0412, 0.0604, -0.0424
Si, 0.2807, 0.0282, 0.0793
Si, 0.1393, 0.0369, 0.1281
Si, 0.0899, 0.0595, 0.2416
Si, -0.0368, 0.0711, -0.0129
Si, -0.1048, 0.1836, 0.1333
Si, -0.2605, 0.0071, 0.1065
Si, 0.0841, -0.1028, -0.2159
Si, 0.0194, -0.045, 0.4357
Si, 0.0621, -0.2086, -0.1666
Si, -0.0798, -0.2154, 0.2651
Si, 0.1774, -0.0085, -0.1494
Si, -0.1003, -0.0067, -0.399
Si, -0.2102, -0.1459, 0.0157
Si, 0.09, -0.278, -0.1407
O, -0.0014, 0.0653, 0.6087
O, -0.0223, 0.1402, 0.3273
O, -0.0038, 0.129, 0.498
O, -0.0747, -0.2003, 0.1832
O, -0.1054, -0.2249, 0.2715
O, 0.055, -0.2308, 0.1695
O, -0.0018, 0.2779, 0.8023
O, 0.0547, -0.0834, 0.1096
O, -0.2158, 0.1271, 0.2567
O, 0.0261, -0.4844, 0.721
O, 0.1443, 0.0712, -0.0195
O, 0.2187, 0.2516, -0.1608
O, 0.2996, -0.3445, 0.1869
O, -0.2785, -0.0026, -0.1292
O, -0.2466, -0.0883, -0.0284
O, -0.1216, 0.0833, -0.4687
O, -0.1919, -0.1259, 0.2893
O, 0.0278, -0.3396, -0.3369
O, -0.0302, -0.3442, -0.5731
O, -0.2304, 0.028, 0.1128
O, -0.1295, 0.2026, -0.7665
O, 0.1679, 0.1908, -0.121
O, 0.0188, -0.2838, -0.2161
O, -0.1179, 0.0148, -0.3156
O, 0.0476, 0.3532, -0.3349
O, -0.3138, 0.2324, -0.1252
O, -0.1855, 0.0547, -0.0321
O, -0.2384, -0.2832, -0.2458
O, 0.0064, 0.0403, -0.0374
O, 0.1299, -0.0652, -0.5967
O, 0.0452, 0.5545, -0.2866
O, 0.193, 0.2648, -0.5256
O, 0.3526, 0.2309, 0.2574
O, -0.057, -0.0886, -0.2328
O, -0.1107, -0.1777, 0.0805
O, 0.0301, 0.118, 0.0096
O, 0.1174, -0.185, 0.145
O, 0.0659, 0.0633, 0.3343
O, -0.2604, -0.3364, -0.085
O, -0.0644, 0.1771, 0.0316
O, 0.1173, -0.0672, -0.4272
O, -0.3763, 0.202, 0.1315
O, 0.4198, -0.1737, -0.0307
O, -0.0846, 0.1609, -0.1044
O, -0.039, -0.1889, -0.3714
O, 0.2517, 0.1069, 0.0312
O, 0.0211, -0.2554, 0.1092
O, -0.4262, -0.1148, -0.3566
O, 0.1877, 0.3237, -0.2536
O, -0.1959, -0.2889, -0.2045
O, 0.0917, 0.3752, -0.2077
O, -0.0596, 0.0424, 0.2942
O, -0.0204, 0.2381, 0.0041
O, 0.1, 0.2042, -0.5857
O, 0.0141, 0.3268, 0.8358
O, 0.1984, 0.2542, 0.3228
O, 0.2442, -0.2243, 0.1869
O, 0.0215, 0.0688, -0.3019
O, 0.0289, 0.1014, -0.2188
O, 0.0733, 0.303, -0.2363
O, -0.1379, 0.4079, 0.0315
O, -0.1279, 0.0988, -0.0561
O, 0.2581, -0.1033, -0.5031
O, 0.2801, -0.0716, 0.4109
O, -0.2633, 0.0341, 0.0702
O, 0.1342, 0.0179, -0.1765
O, 0.1293, 0.112, -0.1448
O, -0.0002, -0.4489, 0.7361
O, 0.0075, 0.1302, -0.1586
O, -0.1588, -0.0843, 0.0063
O, 0.1412, 0.2158, -0.0119
O, 0.1264, -0.1131, -0.1462
